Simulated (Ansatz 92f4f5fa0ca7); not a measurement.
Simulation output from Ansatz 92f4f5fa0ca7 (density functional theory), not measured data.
Periodic cell of 223 atoms, Si133O90, from a study of silicon, its oxide and their interface. The atomic structure is a simulated model.
Doubt: the cutoff is far below the 930 eV that the study's wrapper takes by default for these files, so forces and energies are approximate.

Settings
functional: PBE
potential files: Ansatz PAW
basis: plane waves
wave-function cutoff: 580 eV
density cutoff ratio: 5
exchange-correlation grid ratio: 1
k mesh: 1 x 1 x 1, Gamma-centred
self-consistency stop: 5e-08 eV per atom in the density residual
occupations: fixed
spin: none
net charge: 0

Cell vectors (angstrom)
a 10.938 0 0
b 0 10.938 0
c 0 0 32.4287

Atoms: element, x, y, z (angstrom)
Si 0.185 -0.1705 25.0258
Si 5.3775 0.1429 24.9109
Si 3.1022 2.3654 24.9196
Si 8.0436 3.0335 24.9595
Si -0.2285 5.8023 24.8132
Si 5.7972 5.231 25.154
Si 2.4449 8.5537 24.9459
Si 8.5055 8.081 25.0045
Si 1.4301 1.3767 26.2771
Si 6.91 1.3687 26.2308
Si 4.1333 4.0359 26.2755
Si 9.645 4.1756 26.2269
Si 1.3832 6.859 26.2054
Si 6.9356 6.8751 26.3433
Si 4.1342 9.5745 26.2488
Si 9.6309 9.5816 26.3819
Si 2.7607 -0.0145 27.6565
Si 8.2109 0.0044 27.6523
Si 0.0239 2.7496 27.6079
Si 5.5011 2.6883 27.6515
Si 2.7395 5.4536 27.5926
Si 8.2618 5.465 27.6748
Si 0.0397 8.1668 27.6772
Si 5.4733 8.1969 27.637
Si 4.1018 1.3673 29.0105
Si 9.5708 1.3673 29.0105
Si 1.3673 4.1018 29.0105
Si 6.8362 4.1018 29.0105
Si 4.1018 6.8362 29.0105
Si 9.5708 6.8362 29.0105
Si 1.3673 9.5708 29.0105
Si 6.8362 9.5708 29.0105
Si 0 0 30.3777
Si 5.469 0 30.3777
Si 2.7345 2.7345 30.3777
Si 8.2035 2.7345 30.3777
Si 0 5.469 30.3777
Si 5.469 5.469 30.3777
Si 2.7345 8.2035 30.3777
Si 8.2035 8.2035 30.3777
Si 1.3673 1.3673 31.745
Si 6.8362 1.3673 31.745
Si 4.1018 4.1018 31.745
Si 9.5708 4.1018 31.745
Si 1.3673 6.8362 31.745
Si 6.8362 6.8362 31.745
Si 4.1018 9.5708 31.745
Si 9.5708 9.5708 31.745
Si 2.7345 0 0.6835
Si 8.2035 0 0.6835
Si 0 2.7345 0.6835
Si 5.469 2.7345 0.6835
Si 2.7345 5.469 0.6835
Si 8.2035 5.469 0.6835
Si 0 8.2035 0.6835
Si 5.469 8.2035 0.6835
Si 4.1018 1.3673 2.0507
Si 9.5708 1.3673 2.0507
Si 1.3673 4.1018 2.0507
Si 6.8362 4.1018 2.0507
Si 4.1018 6.8362 2.0507
Si 9.5708 6.8362 2.0507
Si 1.3673 9.5708 2.0507
Si 6.8362 9.5708 2.0507
Si 0 0 3.418
Si 5.469 0 3.418
Si 2.7345 2.7345 3.418
Si 8.2035 2.7345 3.418
Si 0 5.469 3.418
Si 5.469 5.469 3.418
Si 2.7345 8.2035 3.418
Si 8.2035 8.2035 3.418
Si 1.3584 1.3038 4.7792
Si 6.8 1.3851 4.7972
Si 4.0493 4.1448 4.7941
Si 9.508 4.1438 4.7713
Si 1.3384 6.8343 4.7677
Si 6.7907 6.9088 4.7969
Si 4.1092 9.5785 4.8519
Si 9.5426 9.5461 4.683
Si 2.6869 -0.0754 6.2603
Si 8.1665 -0.0884 6.0332
Si -0.1733 2.6211 6.0192
Si 5.3929 2.739 6.1688
Si 2.6229 5.4941 6.2025
Si 8.1263 5.5174 6.1449
Si -0.1928 8.0906 6.0243
Si 5.4641 8.2531 6.2943
Si 3.7257 1.6976 7.4821
Si 9.6637 1.0244 7.4269
Si 1.3276 3.8051 7.2742
Si 6.5106 4.4099 7.3964
Si 4.2438 6.6474 7.525
Si 9.2501 6.9862 7.5764
Si 0.8858 9.6765 7.3138
Si 7.1712 9.4021 7.5726
O 9.5432 6.9172 24.475
O 4.2467 1.261 24.485
O 8.2543 8.2474 8.1078
O 2.5446 2.8155 7.7517
O 6.8659 4.1211 24.5317
O 1.2976 9.6634 24.506
O 3.7485 7.2698 8.9853
O 0.0335 0.0715 7.7692
O 5.3602 5.4878 7.8928
O 6.858 10.4156 8.872
O 9.8181 6.2714 8.9948
O 2.6807 10.3728 9.4486
O 4.2519 1.4432 9.0691
O 0.3121 4.0665 8.5552
O 8.911 1.2369 8.895
O 0.4469 10.416 10.9991
O 8.0857 8.9147 23.6462
O 8.745 2.5228 23.5574
O 5.068 6.107 23.9715
O 2.5218 2.7995 23.4607
O 10.3654 0.414 23.6831
O 0.2849 5.3387 23.312
O 3.0051 8.0434 23.4974
O 5.9693 10.4799 23.4824
Si 9.8534 1.6457 22.7435
Si 2.8801 7.689 21.919
Si 4.8702 10.1052 15.5675
Si 9.8046 -0.0729 17.7756
Si 4.5039 0.5353 12.9838
Si 4.7249 5.2123 11.7013
Si 7.6625 0.6187 9.7675
Si 1.7676 2.8495 22.031
Si 6.1087 2.6378 19.3224
Si 6.0848 7.6287 18.4882
Si 6.7903 3.508 10.27
Si 3.2834 12.5936 19.5693
Si 2.6912 6.8621 10.1712
Si 5.5014 15.0722 14.3924
Si 10.9259 -2.87 17.6784
Si 13.4091 -1.7494 17.003
Si 8.0276 11.3592 20.4489
Si 3.3108 11.6652 10.1857
Si 6.7167 7.3146 12.8317
Si 9.7667 6.0178 19.5862
Si -4.0568 -1.5456 22.6595
Si 6.0524 6.5529 15.7403
Si 12.4094 12.1477 16.9405
Si 7.3556 10.4327 12.5544
Si 11.0398 5.3227 9.5615
Si 5.3864 6.559 22.4506
Si 6.9539 5.456 20.3538
Si 1.9464 2.0287 13.9173
Si 5.907 1.8 16.291
Si 1.5547 9.5045 10.1102
Si 0.7742 0.9763 11.6164
Si -2.7682 4.7386 12.8244
Si 0.8368 5.5184 21.7753
Si 3.8946 -1.4033 19.6604
Si 19.4858 6.7022 17.231
Si 7.8031 10.6973 15.3895
Si -0.0779 3.6237 12.2757
O 10.7513 7.235 19.0876
O 2.0582 1.6241 10.7769
O 18.5437 6.1199 16.0608
O 1.7161 13.0142 15.5493
O 8.9925 10.401 16.4371
O 0.1896 2.5347 22.2817
O 2.1273 8.1778 10.989
O -5.6236 4.1174 10.6358
O 6.7479 1.3757 20.1297
O 12.326 -2.9615 16.8289
O 5.4257 7.2874 17.0405
O -0.3856 13.0813 11.5792
O 6.0517 7.365 14.3274
O 1.1524 11.701 13.2092
O 7.32 12.2268 15.6632
O 5.6964 6.5255 11.8247
O 4.2647 10.2731 14.0606
O 9.1456 1.1132 21.3931
O -0.2013 9.6011 18.1794
O 5.9186 6.3245 19.4398
O 6.2419 2.5041 17.7027
O -0.2623 5.1628 20.6154
O 7.6939 7.7953 18.1613
O 7.277 3.9642 8.7824
O 17.0959 0.6132 12.9112
O 1.9729 4.3835 21.5233
O 9.1457 5.4581 18.152
O 1.4654 6.1627 9.4025
O -2.5808 -0.4438 13.8614
O 9.8046 7.5282 16.6174
O 6.7318 1.8792 10.2388
O 8.0949 6.3936 12.8211
O -3.9658 3.9403 19.7791
O 10.8233 1.186 17.4324
O 4.0287 11.1466 19.6875
O 5.3468 8.9042 19.193
O 8.124 -0.0804 11.1793
O 15.4387 2.7552 19.6273
O 6.8892 -2.0777 12.345
O 5.1539 5.2319 15.5377
O 0.8991 8.8613 8.7202
O 4.1292 0.13 11.4571
O 6.3867 5.4239 21.8704
O 1.2713 3.3922 13.2255
O 7.4604 -0.8944 21.2677
O 3.9943 6.5427 21.6124
O 16.1697 2.7551 15.1777
O 7.056 4.1887 13.8868
O 13.6998 9.1228 18.5918
O 3.5307 12.7284 13.4606
O 6.0083 8.0647 22.3091
O 4.833 -10.3775 16.4524
O 3.2879 9.024 21.0817
O 7.8609 4.109 11.3451
O 17.4157 -1.2204 15.5994
O 2.3937 1.7752 18.1848
O 3.287 5.7736 11.2163
O 4.527 4.4303 13.1217
O -0.0016 4.7693 11.0968
O 12.8139 -0.3131 16.534
O 8.3933 6.2308 20.4581
O 1.4227 7.037 21.5719
O 8.7579 11.104 19.0042
O 25.7298 -1.9361 16.1787
O 2.3382 1.8455 20.8848
O -1.2969 4.1597 13.2391

Results
free energy: -135733.784 eV
free energy less fixed offsets of O -568.88, Si -635.61 eV per atom: 1.546 eV

Forces (eV/angstrom), in the order of the atoms: element, x, y, z
Si -0.0003 0.0103 -0.0081
Si -0.0059 0.0069 -0.0443
Si -0.0137 0.0235 -0.0176
Si -0.0055 0.0091 -0.0199
Si 0.0035 -0.0003 -0.0127
Si 0 0.0116 0.0069
Si 0.0138 0.0021 -0.018
Si -0.0025 0.0048 0.0117
Si -0.0028 0.0082 -0.0086
Si 0.0096 -0.0051 0.0053
Si -0.0088 0.0018 -0.011
Si 0.0101 0.001 0.0053
Si 0.0081 -0.0058 -0.0026
Si 0.0015 -0.0035 -0.0059
Si 0.0067 -0.0151 0.0071
Si -0.004 0.0036 -0.0086
Si -0.0051 -0.0058 0.0168
Si -0.0047 -0.0042 0.013
Si -0.0042 -0.0092 0.0054
Si 0.0077 0.0018 0.0135
Si -0.0015 -0.0057 0.0064
Si -0.0013 0.0062 0.0066
Si -0.0058 -0.0052 0.0141
Si -0.0022 -0.0024 0.0077
Si 0.1111 -0.1149 0.1944
Si 0.1221 0.1823 -0.1555
Si 0.0222 0.1115 -0.174
Si 0.1201 -0.0768 -0.0259
Si -0.078 -0.128 -0.2251
Si 0.2601 -0.0297 0.4463
Si 0.2042 -0.0951 0.1729
Si -0.1119 0.0759 -0.0261
Si 0.0398 0.0212 -0.0385
Si -0.0445 0.0022 0.0269
Si 0.0393 0.038 -0.0486
Si 0.0121 0.0706 0.0043
Si -0.0013 0.0774 0.0301
Si -0.0068 -0.0099 -0.041
Si -0.0415 0.0735 0.0182
Si 0.0258 -0.0041 -0.0292
Si -0.0053 -0.0203 -0.0194
Si 0.0309 -0.0166 -0.025
Si -0.0094 -0.027 -0.0125
Si 0.0086 -0.0347 -0.0239
Si -0.0026 -0.0642 -0.0233
Si 0.0005 0.0112 -0.0078
Si 0.0507 -0.0425 -0.0194
Si -0.004 0.0185 -0.0103
Si -0.0143 -0.0252 0.0081
Si -0.0514 0.0225 0.0332
Si -0.0197 0.0387 0.0141
Si -0.0292 0.0392 0.0155
Si -0.0164 0.0493 0.0293
Si 0.0322 -0.0037 0.0159
Si 0.0491 -0.0232 0.0134
Si -0.0554 0.0757 0.0162
Si -0.0178 -0.0201 0.0304
Si 0.0572 -0.0343 0.035
Si -0.043 -0.1096 0.0118
Si -0.0186 -0.0706 0.0099
Si 0.037 -0.0571 0.0154
Si -0.0717 -0.0489 -0.0151
Si -0.0455 0.0608 -0.0301
Si 0.0272 -0.1003 -0.0275
Si 0.1586 -0.2609 -0.4727
Si -0.1432 -0.025 0.1617
Si -0.1907 -0.0655 0.111
Si -0.3137 0.127 -0.0194
Si -0.0852 -0.1253 -0.1568
Si -0.1159 0.2101 0.1424
Si 0.1019 0.1399 0.2733
Si -0.4901 -0.1445 -0.6589
Si 0.1197 0.0999 -0.0086
Si -0.0122 -0.0137 -0.0183
Si -0.0424 -0.0193 -0.0046
Si 0.0071 0.0095 0.0067
Si 0.0736 0.1093 0.0032
Si 0.0154 0.0013 0.0084
Si -0.0171 0.0889 -0.0158
Si -0.0122 0.2259 -0.062
Si -0.109 -0.0122 -0.1785
Si 0.0214 0.0008 0.0053
Si -0.0014 -0.0371 0.0324
Si 0.017 -0.0022 -0.001
Si 0.0336 -0.0118 0.0005
Si -0.0884 -0.1775 -0.1479
Si 0.1335 -0.0685 0.3628
Si -0.009 0.0353 0.0276
Si 0.1048 0.0625 0.3011
Si 0.1108 -0.0693 -0.0752
Si -0.0627 0.0032 -0.0281
Si 0.0205 -0.0033 0.0581
Si -0.0009 -0.0064 0.0617
Si 0.0863 0.4783 0.6564
Si 0.153 0.3779 -0.6976
Si 0.0382 0.0256 0.0435
O 0.003 0.001 0.0078
O 0.0017 0.0023 0.0446
O 0.1033 -0.3983 -0.2928
O 0.1521 -0.1393 0.1233
O 0.004 -0.0022 0.0167
O -0.0007 -0.0009 0.026
O 0.1163 0.0306 -0.0584
O -0.5049 0.4833 -0.1748
O 0.0042 -0.0138 -0.0644
O -0.0543 0.0314 0.0335
O -0.1019 0.0301 -0.2574
O 1.5012 0.8581 -0.4554
O -0.4056 -0.1565 -0.3758
O 0.0367 -0.0988 -0.0751
O 0.0312 0.0038 0.0463
O 1.0022 -0.1933 -0.4733
O 0.0044 -0.0008 0.0047
O -0.0069 0.0017 0.0191
O -0.0008 -0.0027 -0.0007
O 0.0106 -0.0121 0.0125
O 0.0037 -0.0055 0.0061
O -0.0086 0.0016 0.0258
O -0.0047 0.0081 0.024
O 0.0018 0.0057 0.0179
Si 0.0059 -0.0032 0.0077
Si -0.0035 -0.0082 -0.0139
Si 0.0139 0.0015 0.0028
Si 0.0063 -0.0015 0.013
Si -0.0298 -0.0227 0.115
Si -0.0168 0.0582 -0.0001
Si 0.0033 -0.0004 -0.0248
Si 0.0073 -0.0002 -0.0096
Si 0.0025 0.0051 -0.0058
Si 0.0071 -0.0035 0.0132
Si 0.0739 0.0596 -0.0252
Si 0.0137 -0.0027 0.0071
Si -0.0671 0.1142 0.0285
Si 0.0234 0.012 0.0032
Si 0.0006 0.0043 0.0069
Si -0.0005 -0.0024 0.017
Si -0.0037 0.01 -0.0152
Si 0.5464 0.8712 0.4233
Si 0.0277 -0.0076 -0.0085
Si -0.0009 0.0066 0.0003
Si 0.0013 -0.003 0.0015
Si 0.0126 -0.0059 -0.0086
Si -0.0014 -0.0048 -0.0006
Si -0.0493 -0.0035 0.0479
Si -0.0655 -0.0081 0.0435
Si 0.0053 -0.0122 -0.008
Si 0.0019 -0.0008 -0.0052
Si 0.0041 -0.0205 -0.0046
Si 0.0215 -0.0036 0.0259
Si -2.6388 -2.7153 0.8826
Si -0.1401 -0.0869 0.0678
Si 0.0043 0.0201 0.0086
Si 0.0119 0.0008 -0.0078
Si -0.006 0.007 -0.0086
Si 0.0042 -0.0006 0.0027
Si -0.0098 0.0077 0.0147
Si -0.0203 0.03 0.0175
O -0.0016 -0.0043 -0.0023
O 0.0925 -0.3051 -0.1629
O -0.0157 0.0107 0.0038
O -0.0013 -0.0141 -0.0027
O 0.0064 0.0006 0.0025
O -0.0044 -0.0022 0.0063
O -0.1711 1.2152 -0.7684
O 0.016 -0.0045 0.0168
O 0.0075 -0.0022 0.0012
O 0.0044 0.008 0.0082
O 0.0059 0.0017 -0.0069
O 0.044 -0.0023 -0.012
O 0.0048 -0.0102 0.0218
O 0.0524 0.0468 -0.0434
O 0.0008 0.0096 0.0294
O -0.0038 -0.0042 0.0032
O 0.0235 0.0758 -0.1026
O 0.0077 0.0042 0.013
O -0.0013 -0.0043 -0.0074
O -0.0007 0.0051 0.0013
O -0.0025 0.0004 -0.0025
O 0.0021 0.0031 0.0056
O -0.0026 -0.0005 0.0004
O -0.0305 -0.0232 0.0599
O 0.0447 -0.1884 -0.0972
O -0.0004 -0.0035 0.0098
O 0.0096 0.0042 0.0054
O -0.0088 0.0755 -0.0624
O -0.0987 0.0056 -0.1115
O 0.004 -0.0037 0.0087
O 0.0231 0.023 0.0115
O -0.0106 0.0022 0.0114
O -0.0007 -0.0086 0.0022
O 0.0097 -0.0019 -0.0035
O -0.003 -0.0064 0.0014
O -0.0004 0.001 0.0045
O 0.0065 -0.0113 0.0472
O 0.0045 -0.0001 0.0011
O 0.0363 0.1223 0.045
O 0.0189 0.0012 -0.0047
O 0.316 -0.417 1.628
O -0.0821 0.0342 -0.1105
O -0.005 0.0122 0.0114
O 0.01 -0.0126 -0.0137
O -0.0032 -0.0056 0.0131
O 0.0066 0.0006 0.0062
O 0.0184 0.0226 -0.0156
O -0.0347 -0.0042 0.015
O 0.0172 0.0052 0.0011
O -0.0124 -0.0839 -0.0557
O 0.0007 0.0049 0.0027
O 0.0129 0.0033 -0.0129
O -0.0003 0.0006 0.0048
O -0.0633 -0.0428 -0.0707
O -0.0108 0.0011 -0.0052
O -0.0071 0.0021 -0.0107
O 0.0412 -0.0461 0.0288
O 0.0193 -0.0156 0.016
O 0.0084 -0.008 0.0095
O -0.0003 0.0056 0.0027
O 0.0096 0.0004 0.0029
O -0.0031 0.0004 0.0077
O 0.0022 -0.0008 0.0061
O 0.0038 0.0093 -0.0071
O -0.0052 0.0031 0.0128
O 0.0048 -0.0044 -0.0012

The program warned: the cutoff lies below the one the program advises for these potential files; the forces do not sum to zero within the program's tolerance; the exchange-correlation potential is rough where the density is thin.
